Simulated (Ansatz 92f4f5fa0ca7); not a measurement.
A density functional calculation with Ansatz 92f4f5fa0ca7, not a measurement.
Periodic cell of 223 atoms, Si132O90P1, from a study of silicon, its oxide and their interface. The atomic structure is a simulated model.
Doubt: the cutoff is far below the 930 eV that the study's wrapper takes by default for these files, so forces and energies are approximate.
This geometry differs little from another in the collection (a relaxation step or a small displacement).

Settings
functional: PBE
potential files: Ansatz PAW
basis: plane waves
wave-function cutoff: 580 eV
density cutoff ratio: 5
exchange-correlation grid ratio: 1
k mesh: 1 x 1 x 1, Gamma-centred
self-consistency stop: 5e-08 eV per atom in the density residual
occupations: fixed
spin: none
net charge: +1 e, with a uniform compensating background and no finite-size correction

Cell vectors (angstrom)
a 10.938 0 0
b 0 10.938 0
c 0 0 32.1988

Atoms: element, x, y, z (angstrom)
Si 10.5898 0.2203 24.8702
Si 5.731 10.6832 24.7294
Si 2.4774 2.9146 24.6214
Si 8.4111 2.466 24.8322
Si 0.2719 5.1671 24.7385
Si 5.1493 5.7396 24.6929
Si 2.9278 8.0219 24.5993
Si 7.9369 8.441 24.7118
Si 1.3313 1.385 26.0244
Si 6.8366 1.3059 26.1174
Si 4.0358 4.1002 25.9815
Si 9.6235 4.0604 26.0876
Si 1.3892 6.8133 26.0041
Si 6.7708 6.8692 26.0233
Si 4.103 9.5383 25.9933
Si 9.4398 9.5682 26.153
Si 2.7171 -0.0139 27.3339
Si 8.1524 -0.0121 27.5595
Si 0.0103 2.7057 27.4827
Si 5.4406 2.7507 27.3562
Si 2.7308 5.465 27.426
Si 8.1899 5.4743 27.3536
Si -0.0238 8.1788 27.3748
Si 5.4322 8.1991 27.4438
Si 4.0746 1.3649 28.7392
Si 9.5764 1.3532 28.8467
Si 1.3594 4.1102 28.7969
Si 6.8286 4.106 28.7566
Si 4.0962 6.8163 28.8045
P 9.5506 6.8222 28.7476
Si 1.3581 9.5613 28.7517
Si 6.7857 9.5384 28.8464
Si 0.0212 -0.018 30.1673
Si 5.4265 0.008 30.1665
Si 2.73 2.7297 30.1574
Si 8.1876 2.7413 30.1442
Si -0.0293 5.4743 30.1419
Si 5.4727 5.4538 30.1565
Si 2.7281 8.2111 30.1305
Si 8.2064 8.1711 30.1661
Si 1.3794 1.3568 31.5384
Si 6.8195 1.3755 31.5021
Si 4.1096 4.0844 31.5228
Si 9.5407 4.1067 31.519
Si 1.3456 6.8652 31.484
Si 6.8501 6.7936 31.5422
Si 4.0758 9.5721 31.5291
Si 9.5975 9.5445 31.5219
Si 2.7382 -0.005 0.7261
Si 8.1884 -0.0045 0.6508
Si 0 2.7401 0.6841
Si 5.4791 2.7256 0.7028
Si 2.7205 5.4832 0.6416
Si 8.2134 5.4488 0.7352
Si 0.0113 8.1855 0.7082
Si 5.475 8.2135 0.682
Si 4.1309 1.3593 2.078
Si 9.5568 1.3496 2.0354
Si 1.374 4.1329 2.026
Si 6.8441 4.0725 2.0881
Si 4.0988 6.829 2.0358
Si 9.5871 6.8296 2.0806
Si 1.3812 9.5438 2.0758
Si 6.8321 9.597 2.0489
Si -0.0146 -0.03 3.3894
Si 5.4962 0.0076 3.4832
Si 2.7724 2.7904 3.3653
Si 8.1943 2.6816 3.4587
Si 0.031 5.4705 3.4474
Si 5.4691 5.4655 3.4086
Si 2.7746 8.2003 3.4543
Si 8.2045 8.2297 3.3864
Si 1.3883 1.3945 4.6303
Si 6.8486 1.344 4.9219
Si 4.152 4.0854 4.8114
Si 9.5786 4.075 4.7651
Si 1.4206 6.8279 4.829
Si 6.8173 6.889 4.7303
Si 4.1381 9.5725 4.8526
Si 9.5538 9.5545 4.7968
Si 2.7466 0.114 6.0538
Si 8.2082 -0.0643 6.2778
Si 0.0272 2.6681 6.0487
Si 5.4761 2.7262 6.2961
Si 2.8179 5.4756 6.1908
Si 8.1716 5.4775 6.0333
Si 0.0148 8.1884 6.153
Si 5.5275 8.2202 6.2417
Si 3.8387 1.5689 7.6056
Si 9.8416 1.1367 7.4638
Si 1.6276 3.7982 7.3161
Si 6.6571 4.4137 7.4827
Si 4.4081 6.6295 7.5576
Si 9.369 6.9448 7.4013
Si 1.1476 9.9166 7.2922
Si 7.1592 9.2279 7.678
O 8.3104 8.0835 7.897
O 2.7154 2.7307 7.944
O 9.5164 1.3499 24.298
O 4.0408 6.8633 24.1575
O 0.0365 0.0229 7.9538
O 5.5329 5.5076 8.0299
O 6.8444 9.5732 24.1928
O 1.3677 4.0629 24.1609
O 3.8631 7.3795 8.94
O 0.8071 4.3734 8.5991
O 9.8149 6.1701 8.7898
O 2.1342 9.3774 8.4802
O 7.5243 3.9248 8.7928
O 4.2693 0.92 9.0654
O 6.7376 9.5552 9.2268
O 9.2129 1.8536 8.802
O 7.7056 3.1606 23.5335
O 10.4849 5.8495 23.4484
O 5.0796 0.4406 23.4039
O 5.8633 5.097 23.3665
O 3.0995 2.206 23.2663
O 2.29 8.7244 23.2368
O 8.6255 7.7616 23.3873
O 0.2113 10.3078 23.6085
Si 4.3874 1.5716 22.4527
Si 3.4894 7.9306 14.0276
Si 7.1164 0.9565 14.6631
Si 0.9386 9.3584 22.515
Si 1.1823 4.3105 11.8823
Si 6.2657 8.9638 15.3137
Si 0.6771 1.3709 12.2939
Si 8.6273 4.9493 20.4956
Si 0.3284 5.715 9.3623
Si 5.1003 3.1237 17.9348
Si 0.8856 3.7463 16.7403
Si 10.4024 2.8481 19.219
Si 5.2818 1.1851 10.3496
Si 0.8823 0.1813 19.8433
Si 6.6478 9.4607 10.8715
Si 9.3387 9.6757 18.3235
Si 9.391 9.2488 12.5725
Si 6.5733 3.8509 22.5826
Si 2.441 8.0673 9.3801
Si 10.5895 7.3678 17.0742
Si 2.5099 6.2925 16.5734
Si 10.1761 4.4941 14.1869
Si 6.1401 9.1817 18.5087
Si 7.9699 2.5705 9.5833
Si 8.8796 2.145 12.4544
Si 5.3352 6.2442 18.0605
Si 3.9249 0.5543 19.4533
Si 4.2784 3.8427 12.0472
Si 5.5429 6.6026 12.1371
Si 8.0107 2.502 17.2146
Si 4.3592 2.4802 14.9615
Si 1.5389 1.2138 15.2544
Si 1.568 9.4182 12.0448
Si 8.0505 6.8531 13.8647
Si 10.3818 9.8389 15.4867
Si 9.8074 7.0147 22.5334
Si 8.1054 5.4842 17.3987
O 6.0461 7.9618 11.2875
O 6.0199 9.2068 16.8932
O 7.6787 1.3645 13.1931
O 0.8934 1.7496 13.8634
O 9.4257 6.2567 16.8814
O 6.7603 6.2041 13.1339
O 5.1295 4.6593 18.6074
O 9.2266 2.1574 18.2741
O 2.3653 0.0905 19.0863
O 9.4152 10.2367 16.7685
O 2.7895 4.437 11.706
O 5.0655 10.3201 19.1034
O 9.4251 3.2443 13.4921
O 0.4567 1.7687 19.9565
O 3.1523 1.364 15.0597
O 8.1578 5.3746 19.017
O 3.8908 6.6002 17.3875
O 4.5754 3.2836 16.3812
O 9.063 5.6701 14.312
O 5.4511 2.7642 22.1504
O 10.6734 4.1497 15.6831
O 0.3412 3.87 18.2775
O 10.4244 10.5093 19.229
O 9.6426 10.0294 14.0285
O 10.9143 8.1166 22.086
O 1.1907 2.1617 16.5283
O 9.7335 3.7503 20.4147
O 8.1335 4.0304 16.6776
O -0.0426 9.106 11.9049
O 6.5837 2.4176 18.0066
O 5.5844 10.7203 11.1907
O 7.7497 9.5903 18.844
O 10.0281 1.0269 12.0567
O 1.3128 6.9589 9.0457
O 0.6238 4.7698 13.3483
O 5.7064 7.6212 18.9785
O 5.2378 5.0877 11.5137
O 2.7117 6.9866 15.1126
O 0.9095 2.7482 11.462
O 0.8621 10.6859 15.5459
O 2.3973 8.5897 10.9066
O 4.6973 2.4348 11.2626
O 4.2542 3.5096 13.6739
O 2.2024 4.6827 16.4828
O 10.701 8.2509 15.6965
O 6.9284 10.2893 14.6636
O 2.3438 8.956 13.4209
O 8.0316 1.5189 15.907
O 4.1262 6.9969 12.8509
O 4.175 2.0094 18.7196
O 7.2973 4.4234 21.2679
O 8.4063 2.9266 11.1039
O 1.178 6.8625 17.3559
O 5.6522 1.5736 14.7574
O 8.1311 9.7609 11.5883
O 9.2031 6.2863 21.2282
O 8.9571 7.7182 12.8521
O 1.652 0.1234 11.8738
O 6.6405 6.1466 17.057
O 7.397 7.8011 15.039
O 1.2084 10.3175 21.2428
O 10.0338 8.1991 18.3564
O 3.9557 0.8509 21.074
O 0.3432 5.3404 10.927
O 6.693 1.5766 9.6246
O 4.7775 8.705 14.6795

Results
free energy: -135861.108 eV
free energy less fixed offsets of O -568.88, P -755.39, Si -635.61 eV per atom: -5.998 eV

Forces (eV/angstrom), in the order of the atoms: element, x, y, z
Si 0.005 -0.0023 0.0111
Si 0.002 -0.0032 -0.0027
Si 0.0012 0.0072 0.0017
Si 0.0011 -0.0003 -0.0048
Si 0.0019 0.0077 0.0018
Si -0.0066 0.0048 0.003
Si 0.0062 -0.0172 0.0034
Si 0.0037 -0.0065 0.0068
Si 0.0134 -0.0196 -0.0023
Si -0.017 0.0176 0.0047
Si 0.0136 -0.0075 0.004
Si -0.0211 0.0173 0.0012
Si -0.008 0.0162 0.0077
Si 0.0085 -0.0139 0.0002
Si -0.0132 0.015 0.0028
Si 0.0187 -0.0144 0.0039
Si 0.0029 -0.0024 0.0001
Si -0.0079 -0.0097 0.0239
Si 0.0065 0.0081 0.0258
Si -0.0008 -0.0012 -0.0011
Si -0.0044 0.0008 0.014
Si 0.0018 0.0003 -0.0045
Si 0.003 -0.005 -0.0064
Si 0.0009 -0.0024 0.0205
Si 0.0003 -0.0023 0.0012
Si 0.0009 -0.0006 0.0025
Si -0.0051 0.0012 -0.0025
Si -0.0007 -0.0017 -0.0023
Si 0.0011 0.0005 -0.0055
P -0.0025 0.0055 0.0107
Si -0.0007 0.0023 -0.0022
Si -0.0041 0.0042 0
Si -0.0018 -0.0021 0.0013
Si 0.0017 -0.0045 -0.0041
Si 0.0008 0.0023 -0.0045
Si 0.0016 0.0015 0.0024
Si -0.0003 0.0018 0.0006
Si 0.0008 0.0034 -0.0004
Si -0.0003 -0.0031 0.0009
Si 0.0037 -0.0061 -0.0001
Si 0.002 -0.0019 -0.0031
Si -0.002 0.0017 -0.0022
Si 0.0013 -0.0037 -0.0016
Si -0.0018 0.0048 -0.0013
Si -0.0033 0.0014 -0.0006
Si 0.0027 -0.0004 -0.0022
Si -0.0009 0.0038 -0.0027
Si 0.0023 -0.0022 -0.0018
Si -0.0011 -0.004 -0.0004
Si 0.0023 -0.0004 -0.0023
Si -0.0045 0.0018 -0.0019
Si 0.0019 0.0013 -0.0011
Si -0.0014 0.0053 -0.0028
Si 0.0024 -0.0028 -0.0018
Si 0.0005 -0.0023 -0.0029
Si -0.0009 -0.0028 -0.0013
Si 0.0001 0.0039 -0.0019
Si -0.0008 -0.0047 0.0026
Si 0.0042 0.0013 -0.0001
Si -0.0024 -0.0013 -0.001
Si -0.0011 -0.0037 0.0023
Si 0.0001 0.004 -0.0035
Si -0.0047 -0.0001 -0.0004
Si 0.005 0 -0.001
Si 0.0055 0.0009 0.0105
Si 0.0018 0.0005 0.0038
Si -0.0027 -0.0039 0.0099
Si -0.0053 0.0009 -0.0038
Si -0.0019 0.0023 -0.0041
Si -0.0006 -0.0032 0.0077
Si 0.0001 0.0001 -0.0037
Si 0.0011 0.0004 0.0046
Si -0.0025 0.002 -0.0145
Si 0.0022 -0.0025 -0.0019
Si 0.0026 0.0041 -0.0124
Si 0.0013 -0.0043 0.0036
Si 0.004 -0.0011 -0.0021
Si -0.0012 0.0021 -0.0063
Si 0.0008 0.0001 0.0042
Si -0.0021 0.001 -0.0137
Si 0.0005 -0.0063 -0.0077
Si -0.0016 0.0063 -0.0018
Si 0.0018 0.0031 0.0026
Si 0.0037 -0.0046 -0.0056
Si -0.0042 -0.0009 -0.0012
Si 0.0038 -0.0015 -0.0019
Si -0.0007 -0.0044 -0.0021
Si -0.0038 0.0023 -0.0042
Si -0.0181 0.0079 0.0003
Si 0.014 -0.0031 -0.019
Si 0.0025 -0.0168 -0.0215
Si -0.0028 0.0089 -0.0038
Si 0.0077 0.0025 -0.0087
Si -0.0084 -0.0028 -0.0043
Si -0.0016 0.0167 -0.0067
Si 0.002 -0.0125 -0.0026
O -0.0013 0.0062 -0.0006
O 0.0075 0.0029 0.0067
O -0.0019 0.0054 0.0055
O 0.0009 0.0042 0.0003
O -0.0069 -0.0047 0.0075
O -0.0012 -0.0027 0.0002
O -0.0041 0.004 0.0019
O -0.0003 -0.0073 0.0027
O -0.0077 0.0051 0.0092
O -0.009 0.0135 0.0172
O 0.0073 -0.0059 0.0067
O 0.013 -0.0156 0.0179
O 0.0077 -0.0124 0.0106
O 0.0123 -0.0038 0.0135
O -0.0032 0.0017 0.0185
O -0.015 0.0103 0.0161
O -0.0144 0.0133 -0.0175
O -0.0086 0.0116 -0.0132
O -0.0111 0.0127 -0.0144
O 0.0138 -0.0162 -0.0142
O 0.0111 -0.0103 -0.0125
O -0.0148 0.0111 -0.0095
O 0.0124 -0.0117 -0.0176
O 0.0141 -0.0207 -0.0364
Si 0.0042 0.0044 0.0263
Si -0.0014 -0.0005 -0.0011
Si 0.0032 0.0025 -0.0009
Si -0.001 -0.0034 0.0291
Si -0.0052 0.008 0.004
Si -0.0022 -0.0009 0.0013
Si 0.0018 0.0002 0.0107
Si -0.0061 0.0064 0.0109
Si -0.0038 -0.0012 -0.0147
Si -0.0024 -0.0034 -0.0105
Si -0.004 0.0003 -0.003
Si -0.0006 0.0017 -0.0036
Si -0.0005 -0.0034 -0.0083
Si 0.0096 -0.0105 -0.0007
Si -0.0072 0.008 -0.0108
Si 0.0043 0.0057 -0.0081
Si -0.0028 0.0024 0.0064
Si -0.0029 0.0019 0.026
Si 0.0025 -0.0001 -0.0167
Si -0.0012 0.0002 -0.0081
Si 0.0017 0.0006 -0.0099
Si 0.0029 -0.0034 0.0008
Si -0.0033 0.0044 -0.013
Si 0.0036 0.0036 -0.0152
Si -0.0034 0.0055 0.0014
Si 0.0027 -0.001 -0.0139
Si -0.0064 0.0024 0.0058
Si 0.0027 -0.0046 0.0096
Si 0.0007 0.0038 0.0104
Si 0.0019 -0.0002 -0.0067
Si 0.0009 0.0058 -0.0043
Si -0.0028 0.0025 -0.0039
Si 0.0094 -0.0065 0.0025
Si -0.0009 -0.0005 0.003
Si -0.0016 0.0018 -0.0048
Si -0.0018 0.0034 0.0234
Si 0.0013 -0.0019 -0.0007
O -0.0021 -0.01 -0.0032
O 0.0002 0.0002 -0.0001
O -0.0044 -0.0032 0.0002
O 0.0031 -0.0011 0.0033
O 0.0018 0.0019 0.004
O 0.0065 0 -0.0025
O 0 0.0025 0.0085
O -0.0066 -0.001 0.0026
O 0.0031 0.0005 0.0031
O 0.0003 -0.0007 0.0009
O 0.0005 -0.0011 -0.0088
O 0.0059 -0.0062 0.0051
O 0.0017 0.0045 -0.0031
O -0.0028 0.0023 0.0075
O 0.0003 -0.001 0.0004
O -0.0046 0.0034 -0.0115
O -0.0022 0 0.0066
O -0.0002 0.0001 0.0014
O -0.0005 0.0006 -0.0031
O -0.0033 -0.0035 0.0006
O 0.0012 0.0005 0.0031
O 0.0048 0.0034 0.0005
O -0.0098 -0.0044 0.0019
O 0.0015 0.0013 0.0034
O 0.0021 0.0035 0.0031
O 0.0009 -0.0007 0.0029
O 0.0052 -0.007 0.0012
O -0.0014 0.0002 0.0011
O -0.0049 0.0014 -0.0074
O 0.0015 0.0007 0.0066
O 0.0005 -0.005 -0.0024
O 0.0004 -0.0008 0.0089
O 0.0016 0 -0.0077
O -0.0001 0.001 -0.0016
O -0.0039 0.0004 0.0012
O -0.0008 -0.0015 0.0104
O 0.0002 0.0036 -0.0086
O -0.0009 -0.0009 0.0034
O -0.0006 -0.0033 -0.0068
O 0.0002 0 0.0017
O -0.0062 0.0099 0.0142
O -0.005 0.0122 -0.0001
O 0 -0.0052 0.0052
O 0.0008 0.0004 0.0034
O 0.0003 -0.0001 0.0006
O -0.0007 -0.0012 -0.0024
O 0.0036 -0.0018 0.0007
O -0.0006 0.0001 0.0018
O -0.0043 0.0036 -0.0026
O 0.0043 0.0073 0.002
O 0.0175 0.008 -0.0134
O 0.0069 -0.0016 0.0144
O 0 0.0002 0.0066
O -0.0003 -0.0012 -0.0007
O 0.0126 -0.0024 -0.0009
O -0.0085 -0.0146 -0.0116
O -0.0012 -0.0029 -0.0048
O -0.0031 0.0023 -0.0073
O -0.0001 -0.0001 0.003
O -0.0008 0.0027 0.0006
O -0.0012 0.0178 -0.0192
O 0.0008 -0.0024 0.0053
O -0.0056 -0.0121 -0.0223
O 0.0041 -0.0089 0.0132
O -0.0061 -0.0014 -0.0031
O 0.0029 0.0012 -0.0003

The program warned: the cutoff lies below the one the program advises for these potential files; the exchange-correlation potential is rough where the density is thin.
